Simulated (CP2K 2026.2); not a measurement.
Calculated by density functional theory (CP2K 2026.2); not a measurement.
Periodic cell of 503 atoms, Si352O151, from a study of silicon, its oxide and their interface. The atomic structure is a simulated model.
Doubt: the forces sum to 2.27 eV/angstrom along one axis rather than to zero, so they err by at least 0.0045 eV/angstrom per atom on average; the grid cutoff is modest.

Settings
functional: PBE
method: Gaussian and plane waves
basis set: DZVP-MOLOPT-SR-GTH
pseudopotentials: GTH-PBE
grid cutoff: 350 Ry, relative cutoff 50 Ry
k points: Gamma only
occupations: fixed
spin: none
net charge: 0

Cell vectors (angstrom)
a	15.3866	0	0
b	0	15.3866	0
c	-2.2962	1.7675	38.8846

Atoms and the computed forces on them: element, x, y, z (angstrom), force x, y, z (eV/angstrom)
Si	13.151	16.69	32.827	-0.098	0.086	0.806
Si	13.183	5.982	32.719	-0.105	-0.213	0.792
Si	13.086	9.123	32.7	0.01	0.216	0.801
Si	12.94	13.569	32.641	0.095	-0.232	0.751
Si	1.638	2.181	32.912	-0.093	-0.136	0.841
Si	1.609	5.296	32.844	0.042	0.136	0.801
Si	1.597	9.898	32.707	0.082	-0.159	0.854
Si	1.535	13.022	32.678	-0.033	0.191	0.827
Si	5.433	2.101	32.912	-0.03	-0.069	0.738
Si	5.481	5.23	32.751	-0.068	0.175	0.765
Si	5.542	10.384	32.7	-0.013	0.056	0.022
Si	5.399	12.824	32.947	0.002	-0.372	0.548
Si	9.164	16.712	32.802	0.116	0.14	0.762
Si	9.207	6.062	32.771	0.114	-0.159	0.782
Si	9.271	9.206	32.863	-0.032	0.55	0.163
Si	9.096	13.593	32.88	0.08	-0.031	0.73
Si	-0.329	1.715	34.131	0.001	0.017	-0.022
Si	-0.339	5.641	34.101	0.005	-0.003	-0.02
Si	-0.347	9.499	34.004	0.009	-0.021	-0.022
Si	-0.441	13.278	33.95	-0.023	0.007	-0.023
Si	3.522	1.889	34.243	-0.008	0.023	-0.042
Si	3.563	5.606	34.093	-0.009	0.005	-0.071
Si	3.598	9.627	33.939	-0.038	-0.04	-0.067
Si	3.424	13.302	34.106	-0.047	0.005	-0.033
Si	7.343	1.772	34.209	0.015	0.02	-0.02
Si	7.335	5.677	34.125	0.009	-0.019	-0.018
Si	7.316	9.608	34.11	0.015	-0.061	0.007
Si	7.256	13.356	34.274	-0.016	0.013	0.017
Si	11.16	1.679	34.038	0.007	0.028	-0.049
Si	11.201	5.666	33.993	-0.001	-0.036	-0.077
Si	11.217	9.411	34.129	0.062	-0.005	-0.029
Si	11.102	13.339	34.092	0.001	0.024	-0.029
Si	-0.4	3.693	35.443	-0.01	-0.01	0.03
Si	-0.307	7.589	35.417	0.021	-0.003	0.025
Si	-0.41	11.402	35.393	-0.005	-0.002	0.015
Si	-0.328	15.16	35.431	0.009	-0.002	0.012
Si	3.529	3.784	35.585	0.01	0.004	0.079
Si	3.551	7.636	35.313	-0.036	-0.006	-0.007
Si	3.474	11.409	35.493	0.038	-0.007	0.009
Si	3.475	15.254	35.447	0.011	0.016	0.024
Si	7.406	3.747	35.493	0.004	0.007	0.027
Si	7.25	7.631	35.439	0.028	0	0.013
Si	7.397	11.428	35.579	0.005	-0.001	-0.013
Si	7.261	15.278	35.589	-0.02	-0.004	0.039
Si	11.182	3.69	35.33	0.008	-0.01	0.006
Si	11.207	7.506	35.485	-0.023	0.022	0.058
Si	11.185	11.391	35.421	-0.018	-0.015	0.021
Si	11.156	15.226	35.502	0	-0.022	0.044
Si	13.067	3.703	36.779	0.006	-0.001	-0.011
Si	13.149	7.553	36.804	-0.005	-0.003	-0.017
Si	13.094	11.404	36.798	0.022	0	-0.003
Si	13.121	15.227	36.802	-0.014	0.008	-0.02
Si	1.534	3.732	36.827	0.026	-0.012	-0.025
Si	1.627	7.597	36.74	-0.001	-0.004	0.002
Si	1.52	11.394	36.793	-0.019	0.006	-0.004
Si	1.566	15.217	36.818	-0.027	-0.007	-0.006
Si	5.475	3.745	36.874	-0.02	-0.002	-0.017
Si	5.375	7.599	36.818	-0.002	-0.019	0.002
Si	5.41	11.42	36.853	-0.012	0.012	-0.023
Si	5.342	15.264	36.891	0.016	0.002	0.014
Si	9.325	3.723	36.809	-0.013	-0.001	0
Si	9.231	7.572	36.78	0.007	-0.003	-0.03
Si	9.322	11.402	36.876	0.001	0.015	0.012
Si	9.24	15.247	36.868	0.012	0.011	-0.015
Si	13.102	1.78	38.15	-0.001	0.001	0.009
Si	13.114	5.627	38.156	0.005	0.004	-0.001
Si	13.109	9.477	38.163	-0.01	0.003	0.004
Si	13.107	13.319	38.177	-0.009	0.007	0.002
Si	1.551	1.785	38.16	-0.003	-0.002	0.006
Si	1.571	5.676	38.147	-0.002	0.008	-0.006
Si	1.56	9.481	38.158	0.014	-0.004	0.004
Si	1.563	13.305	38.179	0.034	0.005	0.007
Si	5.401	1.814	38.217	-0.008	0.002	0.014
Si	5.421	5.677	38.195	0.002	0.007	0.007
Si	5.396	9.5	38.2	-0.003	-0.015	0.015
Si	5.398	13.332	38.221	-0.002	-0.009	0.014
Si	9.274	1.804	38.187	-0.007	-0.004	0.018
Si	9.268	5.655	38.16	-0.006	0.006	-0.003
Si	9.276	9.463	38.192	-0.004	0.005	0.001
Si	9.277	13.33	38.222	-0.002	-0.003	0.006
Si	1.921	15.378	11.561	-0.003	0.002	-0.002
Si	1.937	3.887	11.548	0.008	-0.008	0
Si	1.959	7.689	11.533	-0.009	0.004	-0.006
Si	1.938	11.609	11.55	-0.009	0.008	-0.002
Si	5.799	15.403	11.571	-0.019	0.001	0.006
Si	5.808	3.86	11.57	-0.011	0.023	-0.012
Si	5.778	7.678	11.556	0.004	0	0.001
Si	5.788	11.551	11.534	0.01	0.009	-0.011
Si	9.646	15.38	11.585	-0.013	-0.008	0
Si	9.621	3.906	11.566	-0.004	0.011	-0.012
Si	9.613	7.692	11.563	0.02	0.001	0.002
Si	9.628	11.582	11.577	0.008	-0.008	-0.004
Si	13.453	15.414	11.571	0.013	-0.027	-0.009
Si	13.45	3.878	11.523	0.004	0.001	-0.011
Si	13.476	7.755	11.498	-0.004	0.003	-0.02
Si	13.467	11.609	11.536	-0.01	0.011	-0.019
Si	1.919	1.939	12.861	-0.028	-0.018	-0.034
Si	1.979	5.79	12.945	0.003	-0.009	0.035
Si	1.955	9.646	12.825	0.025	-0.004	-0.031
Si	1.897	13.493	12.994	-0.012	-0.025	0.021
Si	5.797	1.945	12.938	-0.006	-0.007	0.026
Si	5.831	5.765	12.958	0.007	-0.006	-0.001
Si	5.746	9.616	12.876	0.006	-0.005	0.01
Si	5.812	13.459	12.903	0.001	-0.001	-0.016
Si	9.634	1.961	12.872	0.019	0.004	-0.012
Si	9.586	5.8	12.998	-0.026	0.011	0.024
Si	9.621	9.628	12.888	-0.023	-0.005	-0.014
Si	9.667	13.475	13.01	0.023	-0.008	0.028
Si	13.466	1.968	12.903	-0.01	0.004	0.01
Si	13.426	5.832	12.823	-0.003	-0.001	-0.024
Si	13.5	9.682	12.854	-0.013	-0.004	0.008
Si	13.426	13.498	12.955	-0.008	0.048	-0.015
Si	0.02	1.968	14.238	0.025	-0.011	-0.031
Si	-0.053	5.832	14.148	0.019	-0.001	-0.048
Si	0.066	9.706	14.173	0.006	0.011	0.02
Si	-0.089	13.51	14.358	0.019	-0.007	-0.029
Si	3.815	1.937	14.227	-0.001	-0.004	0.025
Si	3.941	5.719	14.335	-0.009	0.008	-0.013
Si	3.816	9.625	14.236	-0.005	-0.021	-0.024
Si	3.903	13.467	14.26	0.001	0.01	-0.043
Si	7.76	1.921	14.272	0.006	-0.004	0.013
Si	7.679	5.74	14.458	0	-0.021	-0.005
Si	7.666	9.541	14.207	-0.007	-0.003	-0.043
Si	7.707	13.432	14.314	-0.026	0.005	-0.014
Si	11.53	2.011	14.243	-0.008	-0.002	-0.055
Si	11.566	5.902	14.263	0.025	-0.007	-0.029
Si	11.579	9.7	14.194	0.01	0.014	-0.027
Si	11.582	13.488	14.452	-0.007	-0.001	-0.016
Si	-0.046	15.493	15.686	-0.007	-0.01	0.004
Si	0.022	3.943	15.508	0.008	0.003	-0.003
Si	-0.051	7.766	15.456	-0.008	-0.016	0
Si	-0.046	11.525	15.679	0.044	0.081	0.033
Si	3.915	15.414	15.582	-0.009	-0.021	-0.006
Si	3.903	3.749	15.719	-0.024	0.061	0.032
Si	3.888	7.706	15.609	0.02	-0.014	0.009
Si	3.824	11.543	15.607	0.017	0.021	0.025
Si	7.725	15.387	15.635	0.008	-0.018	0.024
Si	7.715	3.725	15.8	0.028	0.085	0.042
Si	7.687	7.737	15.766	0.04	-0.011	0.064
Si	7.71	11.43	15.567	0.048	-0.009	0.034
Si	11.551	15.546	15.692	-0.014	-0.045	0.028
Si	11.607	3.971	15.552	-0.005	-0.002	0.018
Si	11.567	7.846	15.614	-0.038	0.001	0.058
Si	11.584	11.46	15.771	-0.03	0.072	0.085
Si	1.968	15.193	16.846	0.023	0.229	-0.738
Si	1.875	4.253	16.891	0.2	-0.189	-0.716
Si	1.859	7.403	16.719	0.03	0.056	-0.734
Si	1.909	12.024	16.908	-0.039	-0.217	-0.791
Si	5.817	15.843	16.921	0.01	0.341	-0.5
Si	5.79	2.946	17	0.009	-0.078	-0.02
Si	5.719	8.101	17.069	0.034	-0.249	-0.759
Si	5.766	11.217	16.873	0.05	0.095	-0.722
Si	9.63	15.219	17.02	0.004	0.315	-0.825
Si	9.765	4.052	16.964	-0.227	-0.208	-0.813
Si	9.663	8.408	16.901	-0.08	0.149	-0.649
Si	9.578	10.797	16.859	0.098	-0.136	-0.6
Si	13.433	16.017	17.018	0.109	-0.281	-0.777
Si	13.537	3.766	16.886	-0.056	0.146	-0.704
Si	13.526	8.314	16.863	-0.088	0.314	-0.542
Si	13.516	10.781	17.041	-0.02	-0.024	-0.012
Si	10.825	2.469	21.876	-0.132	0.05	-0.132
Si	0.361	13.288	27.191	0.085	-0.081	0.009
Si	0.365	1.902	23.968	0.097	0.045	-0.082
Si	0.864	15.945	21.195	0.013	-0.008	-0.129
Si	2.21	2.1	19.039	0.051	0.01	-0.275
Si	4.649	6.508	19.543	0.088	0.084	-0.163
Si	6.495	9.354	25.726	-0.059	0.031	-0.079
Si	6.252	13.529	19.018	0.085	0.101	-0.224
Si	9.314	12.87	18.868	-0.055	-0.098	-0.145
Si	4.801	7.29	22.367	0.051	-0.036	-0.008
Si	-1.181	10.262	25.205	0.043	0.117	-0.008
Si	8.24	1.652	23.419	-0.088	-0.022	-0.058
Si	11.726	12.815	20.876	0.049	-0.088	-0.268
Si	13.28	6.097	19.05	0.046	0.1	-0.236
Si	10.58	13.613	26.432	-0.019	-0.039	-0.02
Si	13.942	11.598	19.246	-0.175	-0.287	-0.558
Si	-0.343	7.053	21.267	0.003	-0.026	-0.111
Si	4.963	3.481	19.11	0.29	-0.143	-0.715
Si	1.437	11.011	19.848	-0.188	0.083	-0.133
Si	7.525	13.363	26.702	-0.017	0.027	0.033
Si	2.235	13.338	21.876	0.051	-0.06	-0.062
Si	13.005	11.959	27.588	0.04	-0.086	0.033
Si	13.144	8.094	23.293	0.024	-0.035	-0.01
Si	6.047	10.033	22.957	-0.022	0.066	0.05
Si	4.318	5.434	27.69	0.086	0.14	0.035
Si	9.689	1.978	19.273	-0.037	-0.069	-0.14
Si	10.142	6.382	18.933	0.045	0.103	-0.172
Si	1.974	8.238	19.537	0.117	0.057	-0.172
Si	9.31	5.163	21.63	0.09	-0.071	-0.139
Si	12.711	2.642	24.142	-0.013	0.02	0.013
Si	13.826	14.525	19.73	0.028	-0.065	-0.096
Si	7.599	14.022	23.728	0.053	0.036	-0.039
Si	10.41	7.186	23.713	0.111	-0.046	-0.126
Si	-1.616	2.322	28.263	0.035	0.042	0.162
Si	2.126	2.082	26.33	-0.121	-0.061	-0.013
Si	2.079	15.363	30.622	-0.244	0.048	-0.339
Si	0.905	12.466	24.509	0.075	-0.047	0.027
Si	1.385	6.471	28.015	0.04	0.046	0.161
Si	7.3	3.033	21.091	0.107	-0.034	-0.177
Si	2.06	7.572	30.681	0.045	-0.075	0.272
Si	8.888	2.714	28.037	-0.087	-0.132	0.07
Si	4.929	2.507	26.85	0.008	0.055	-0.016
Si	8.779	9.806	24.148	-0.068	0.089	-0.118
Si	6.289	9.969	30.458	-0.176	0.126	0.766
Si	1.9	6.934	23.346	-0.034	0.05	-0.014
Si	12.603	5.718	25.004	-0.035	0.037	0.001
Si	5.931	6.358	25.184	-0.081	-0.056	0.058
Si	5.297	12.971	21.958	0.036	-0.062	-0.122
Si	-0.8	4.846	26.815	0.003	-0.015	0.119
Si	11.354	1.325	26.649	0.058	-0.042	0.02
Si	12.752	3.623	30.827	0.05	0.043	0.16
Si	12.24	11.249	30.531	-0.054	0.118	0.287
Si	0.894	16.024	28.723	0.255	-0.183	0.623
Si	1.336	4.443	24.793	0.087	-0.08	-0.087
Si	1.298	8.649	25.817	0.053	0.138	-0.055
Si	2.561	11.327	26.59	-0.034	0.076	0.045
Si	5.187	15.093	30.788	-0.055	0.024	0.208
Si	7.306	3.647	25.564	-0.003	-0.027	-0.046
Si	5.147	7.098	30.173	-0.039	-0.07	0.152
Si	5.463	11.186	27.809	-0.028	0.047	0.113
Si	9.184	10.899	31.211	0.084	-0.519	0.532
Si	9.586	3.687	30.839	-0.086	-0.01	0.244
Si	6.801	15.906	28.32	-0.007	-0.023	0.116
Si	10.198	12.501	23.547	-0.118	0.092	-0.076
Si	1.93	15.411	0.641	-0.007	0.003	-0.005
Si	1.946	3.881	0.636	-0.002	0	0.002
Si	1.938	7.708	0.645	-0.004	0.008	0.005
Si	1.938	11.558	0.656	-0.007	-0.011	0.002
Si	5.761	0.039	0.663	0.009	-0.004	-0.006
Si	5.778	3.881	0.649	0.006	-0.016	-0.004
Si	5.767	7.727	0.662	-0.001	0.015	0.01
Si	5.768	11.552	0.678	-0.004	-0.017	0.009
Si	9.64	0.03	0.663	-0.001	-0.008	-0.001
Si	9.648	3.888	0.656	-0.007	0.004	0.002
Si	9.634	7.716	0.657	-0.002	0.014	0.007
Si	9.633	11.563	0.675	0	-0.011	0.005
Si	13.492	15.405	0.657	0	0.003	-0.004
Si	13.488	3.888	0.641	0.001	0.013	-0.004
Si	13.494	7.702	0.662	0	0.008	0.008
Si	13.497	11.568	0.679	0.007	0.004	0.007
Si	1.944	1.954	2	0.017	0.001	0
Si	1.934	5.792	2.017	-0.018	-0.001	0.008
Si	1.939	9.633	2.013	0.012	0	0.004
Si	1.934	13.489	2.012	0	0.001	0.003
Si	5.772	1.961	2.018	-0.02	0.004	0.005
Si	5.777	5.798	2.018	-0.008	0.004	-0.004
Si	5.774	9.636	2.038	0.003	0.004	0.007
Si	5.773	13.493	2.017	0.002	-0.001	-0.002
Si	9.632	1.959	2.014	-0.016	0.002	-0.003
Si	9.641	5.801	2.027	0.016	-0.005	0.003
Si	9.631	9.636	2.025	-0.004	-0.002	0.002
Si	9.638	13.493	2.026	0.013	0.005	0.003
Si	13.484	1.956	2.001	0.001	-0.006	-0.007
Si	13.491	5.79	2.029	0.002	-0.001	0.012
Si	13.485	9.633	2.021	-0.005	-0.001	0.003
Si	13.489	13.492	2.032	0.003	-0.004	0.006
Si	0.019	1.954	3.366	0.001	0.018	-0.002
Si	0.021	5.792	3.393	-0.004	0.004	0.004
Si	0.02	9.637	3.382	0	-0.003	-0.003
Si	0.022	13.491	3.39	-0.009	0.003	0
Si	3.854	1.953	3.38	0.008	-0.003	0.004
Si	3.857	5.793	3.383	0.002	-0.005	0.002
Si	3.851	9.64	3.39	0.005	0	0.002
Si	3.855	13.493	3.381	0.003	0.003	-0.001
Si	7.705	1.954	3.37	0.001	-0.009	-0.002
Si	7.705	5.796	3.377	-0.001	-0.003	-0.001
Si	7.707	9.639	3.384	-0.005	-0.006	-0.003
Si	7.703	13.493	3.374	-0.005	-0.003	-0.004
Si	11.56	1.953	3.369	-0.004	0	-0.004
Si	11.563	5.798	3.387	0.006	0.01	0.001
Si	11.558	9.64	3.38	-0.002	-0.001	0.002
Si	11.56	13.49	3.387	0.005	-0.004	0.002
Si	0.017	15.423	4.741	0.007	-0.001	-0.002
Si	0.017	3.864	4.746	0.002	-0.001	0
Si	0.018	7.719	4.75	0	-0.005	-0.001
Si	0.017	11.562	4.745	0.005	-0.007	-0.001
Si	3.859	15.417	4.742	0.001	0.012	0
Si	3.858	3.869	4.747	-0.01	-0.009	0.001
Si	3.858	7.716	4.748	-0.006	0.011	0
Si	3.857	11.569	4.744	-0.003	-0.004	-0.004
Si	7.704	15.417	4.733	0.001	0.007	-0.006
Si	7.704	3.87	4.738	-0.002	-0.004	-0.004
Si	7.705	7.717	4.743	0.005	0.011	-0.001
Si	7.705	11.568	4.737	0.004	-0.001	-0.005
Si	11.557	15.42	4.738	-0.006	-0.003	-0.005
Si	11.556	3.869	4.741	-0.001	0.003	-0.004
Si	11.558	7.722	4.746	0.001	-0.004	-0.001
Si	11.556	11.563	4.743	-0.002	-0.003	-0.001
Si	1.938	15.422	6.106	0.007	-0.004	0.003
Si	1.938	3.862	6.111	-0.004	0.01	0.005
Si	1.939	7.719	6.113	-0.003	-0.006	0.006
Si	1.939	11.568	6.109	0.007	0.006	0.005
Si	5.785	15.418	6.102	0.001	-0.012	0.001
Si	5.786	3.862	6.107	-0.001	0.004	0.002
Si	5.783	7.721	6.108	-0.003	-0.009	0.005
Si	5.784	11.565	6.103	0.001	0.005	0.001
Si	9.628	15.416	6.093	-0.005	-0.001	0
Si	9.629	3.87	6.099	0.002	-0.003	0.001
Si	9.629	7.719	6.101	0.006	-0.004	0.001
Si	9.627	11.568	6.099	-0.004	0.001	0.001
Si	13.478	15.421	6.103	-0.003	0.007	0.005
Si	13.477	3.866	6.105	0.003	0.001	0.002
Si	13.479	7.726	6.109	0	0.006	0.003
Si	13.478	11.562	6.106	-0.004	-0.001	0.005
Si	1.939	1.946	7.486	-0.002	0.004	-0.001
Si	1.938	5.788	7.464	-0.002	-0.008	0
Si	1.942	9.646	7.472	0.001	-0.001	0.006
Si	1.938	13.498	7.463	-0.007	0.003	-0.001
Si	5.786	1.943	7.483	0.007	-0.003	0.006
Si	5.786	5.79	7.457	-0.004	0.003	0.003
Si	5.784	9.646	7.473	0.003	0.014	0.001
Si	5.788	13.493	7.458	-0.001	0.01	-0.002
Si	9.625	1.946	7.461	0.002	-0.005	-0.006
Si	9.627	5.795	7.458	0.001	0.008	0
Si	9.624	9.645	7.459	-0.003	-0.001	0.002
Si	9.627	13.494	7.457	0.001	0.005	-0.003
Si	13.474	1.95	7.48	-0.006	0.006	0.003
Si	13.475	5.795	7.456	0.002	-0.007	-0.002
Si	13.476	9.645	7.481	-0.002	-0.017	0.005
Si	13.472	13.492	7.456	0.007	-0.011	0
Si	0.011	1.948	8.846	0.007	-0.006	0.006
Si	0.01	5.794	8.813	0.001	0.004	-0.01
Si	0.022	9.655	8.837	-0.003	0.004	0.009
Si	0.008	13.501	8.814	0.005	0.003	0.001
Si	3.863	1.94	8.853	-0.009	0.002	0.013
Si	3.866	5.778	8.817	-0.011	0.003	-0.005
Si	3.862	9.644	8.839	0.003	-0.002	0.002
Si	3.868	13.498	8.818	0.006	-0.005	-0.006
Si	7.718	1.941	8.843	0.01	0.001	-0.004
Si	7.704	5.795	8.821	0.002	-0.007	-0.003
Si	7.711	9.642	8.835	0.013	0.001	-0.003
Si	7.708	13.492	8.824	-0.002	-0.005	-0.006
Si	11.538	1.946	8.831	-0.017	0	-0.007
Si	11.55	5.799	8.813	0.005	-0.002	-0.006
Si	11.537	9.649	8.829	-0.006	0	0.005
Si	11.548	13.492	8.819	-0.009	0.002	0.001
Si	-0.003	15.401	10.203	-0.011	0.006	-0.003
Si	0.009	3.887	10.189	-0.006	-0.008	0
Si	0.028	7.713	10.172	0.004	-0.001	0.001
Si	0.013	11.595	10.187	0.003	-0.017	-0.006
Si	3.863	15.395	10.213	0.003	0.013	0.003
Si	3.874	3.873	10.206	0.01	-0.012	0.003
Si	3.872	7.694	10.173	0.006	0.001	0
Si	3.86	11.586	10.184	0	-0.008	-0.001
Si	7.721	15.398	10.209	0.005	0.02	0.003
Si	7.711	3.878	10.189	0.003	-0.006	0.001
Si	7.701	7.711	10.192	-0.019	0.013	0.003
Si	7.718	11.574	10.19	-0.013	-0.003	0.001
Si	11.545	15.405	10.193	0.016	0.019	0.001
Si	11.53	3.881	10.177	0.005	-0.013	-0.001
Si	11.531	7.716	10.179	0.009	0.004	-0.004
Si	11.538	11.579	10.19	0.012	-0.017	-0.004
O	-1.091	12.91	27.76	-0.134	0.133	0.158
O	2.043	16.13	18.175	-0.126	-0.097	0.178
O	1.609	3.377	18.249	-0.549	0.207	0.199
O	14.068	6.017	20.47	0.129	-0.42	0.381
O	1.861	5.85	17.293	0.267	-0.131	0.207
O	1.724	8.459	17.954	-0.09	0.451	0.086
O	1.913	11.297	18.343	0.206	-0.364	-0.008
O	1.942	13.621	17.291	0.239	-0.129	0.198
O	0.796	14.66	27.872	0.207	-0.026	-0.088
O	8.231	2.829	24.528	0.162	0.091	0.204
O	5.707	9.692	17.502	0.13	0.028	0.464
O	5.775	12.316	18.068	-0.273	0.004	0.095
O	5.894	14.968	18.337	0.031	0.022	0.276
O	9.346	11.315	18.418	-0.136	-0.302	0.329
O	1.583	8.237	24.271	-0.195	0.315	-0.19
O	9.79	13.67	17.531	0.438	-0.306	-0.198
O	9.654	5.54	17.63	-0.38	0.253	-0.175
O	9.297	5.964	20.229	-0.155	0.11	-0.018
O	9.849	7.91	18.478	-0.025	0.537	0.67
O	5.623	7.209	18.444	0.331	-0.157	0.24
O	-1.287	8.159	21.991	-0.13	0.645	-0.201
O	13.219	15.264	18.439	-0.481	0.03	0.065
O	13.515	2.217	17.426	-0.085	0.129	0.498
O	13.636	4.798	18.148	0.136	-0.046	0.236
O	3.656	15.147	30.256	0.089	-0.153	-0.657
O	10.485	4.048	21.699	0.566	0.357	-0.105
O	-1.19	2.064	24.34	-0.007	-0.379	0.539
O	13.283	9.463	24.146	-0.407	0.368	-0.214
O	1.191	13.159	23.098	-0.308	0.386	-0.167
O	2.199	9.653	20.279	0.558	-0.077	0.741
O	5.859	9.774	27.13	-0.343	-0.403	0.252
O	7.974	10.005	25.548	0.322	0.227	0.609
O	7.846	13.389	19.292	0.04	0.016	0.189
O	12.636	14.154	20.762	-0.219	0.513	0.289
O	7.125	1.951	22.277	-0.372	-0.295	0.264
O	-0.043	5.017	25.395	-0.346	0.057	-0.135
O	7.667	9.842	22.953	0.314	-0.003	-0.394
O	11.736	1.889	25.186	-0.168	0.041	-0.226
O	12.654	1.365	27.607	0.043	-0.592	0.114
O	-0.904	13.142	19.182	0.648	0.184	-0.233
O	10.753	13.233	24.87	0.364	0.298	-0.004
O	-0.555	1.338	28.992	-0.145	-0.195	0.419
O	5.339	8.804	22.198	0.177	-0.003	-0.283
O	10.234	2.286	27.282	0.198	0.149	0.067
O	1.702	1.737	27.843	0.119	0.424	0.031
O	9.861	10.963	23.906	0.404	-0.207	0.234
O	-0.23	11.306	24.391	-0.218	-0.253	-0.651
O	9.035	5.065	31.482	-0.359	0.034	-0.49
O	3.657	7.66	30.465	0.07	0.233	0.101
O	-0.201	9.224	25.96	-0.165	-0.271	0.309
O	-0.469	15.439	20.449	0.005	0.342	0.222
O	10.162	3.081	18.207	0.381	-0.047	0.21
O	-0.183	10.778	19.884	0.001	-0.412	0.255
O	1.557	13.995	31.361	-0.013	-0.07	-0.333
O	5.438	10.886	29.404	-0.356	0.519	-0.145
O	10.839	1.801	20.395	0.659	-0.593	-0.006
O	7.96	15.574	24.032	0.204	-0.006	0.297
O	13.336	5.019	31.399	0.472	0.055	-0.563
O	6.592	12.291	27.467	0.04	-0.142	0.342
O	-0.949	3.26	27.121	0.389	-0.057	-0.266
O	5.575	9.961	24.519	-0.621	0.191	0.269
O	12.936	10.035	31.357	0.206	0.163	-0.218
O	3.184	7.299	22.448	-0.116	0.104	-0.149
O	1.294	7.471	29.273	-0.561	0.467	-0.091
O	4.737	5.996	26.224	-0.309	0.017	-0.215
O	13.658	7.483	18.285	0.108	0.166	0.422
O	5.282	6.506	21.029	0.267	-0.228	0.083
O	8.988	2.353	31.541	-0.203	0.194	-0.347
O	8.131	1.394	28.588	0.417	-0.315	0.559
O	5.88	2.892	25.607	-0.264	-0.261	-0.622
O	13.349	2.343	31.596	0.337	0.072	-0.172
O	1.978	14.777	21.196	0.508	0.161	-0.428
O	13.157	7.548	32.217	-0.184	-0.128	-0.211
O	2.331	11.908	25.083	0.567	0.014	-0.549
O	9.486	6.214	22.824	-0.175	0.166	0.129
O	4.356	4.987	19.083	-0.49	-0.09	0.066
O	0.326	13.528	25.586	-0.276	0.679	-0.261
O	6.606	7.75	25.64	0.363	-0.109	0.524
O	5.895	3.334	20.411	-0.157	-0.138	0.242
O	6.291	15.114	29.62	0.237	-0.401	0.193
O	5.626	1.511	27.885	-0.367	0.214	0.471
O	7.897	4.389	21.74	-0.434	0.393	0.477
O	6.3	13.922	22.791	-0.129	0.527	0.127
O	5.194	6.224	28.812	0.435	-0.088	-0.232
O	1.005	3.361	23.633	0.046	0.31	-0.632
O	9.45	16.016	18.436	-0.315	-0.085	0.258
O	11.092	6.325	24.92	-0.294	0.058	0.329
O	1.674	6.252	31.53	-0.272	-0.128	-0.283
O	1.883	16.597	31.644	0.115	-0.085	-0.447
O	1.921	12.182	20.812	0.243	0.003	0.139
O	3.254	7.29	19.637	-0.003	0.03	-0.002
O	10.627	11.016	30.45	-0.05	0.055	-0.6
O	1.563	8.92	31.407	-0.192	0.143	-0.491
O	1.552	11.455	32.163	-0.174	-0.012	-0.551
O	5.425	16.401	31.706	-0.1	-0.011	-0.127
O	5.444	13.694	31.553	0.075	-0.175	-0.431
O	5.487	3.639	32.308	0.034	-0.102	-0.334
O	5.572	6.142	31.407	0.34	-0.012	-0.194
O	13.078	15.159	32.203	-0.14	-0.057	-0.221
O	7.87	10.438	30.33	0.063	0.045	-0.401
O	9.109	15.141	32.272	0.128	-0.015	-0.446
O	5.46	13.363	20.403	-0.312	0.062	-0.028
O	11.603	7.865	22.833	-0.139	0.311	-0.706
O	9.198	7.637	32.273	0.06	0.049	-0.389
O	0.629	7.624	20.135	-0.38	-0.077	-0.182
O	12.664	12.636	31.308	0.194	-0.027	-0.51
O	7.06	5.193	25.165	0.412	0.061	-0.39
O	11.69	12.838	27.297	-0.067	0.217	0.313
O	10.347	13.062	20.076	-0.084	0.086	0.134
O	1.419	12.077	27.493	0.031	-0.095	0.412
O	3.685	1.712	26.199	-0.006	-0.589	-0.552
O	11.686	6.107	19.289	-0.03	-0.356	0.083
O	5.651	11.417	22.241	-0.064	-0.139	-0.302
O	7.27	13.252	25.11	-0.324	-0.284	-0.047
O	2.057	3.676	26.023	0.189	0.162	0.136
O	8.304	2.45	19.957	-0.124	-0.125	-0.02
O	1.434	1.863	20.429	-0.03	0.449	0.275
O	1.557	3.725	32.349	-0.004	-0.018	-0.478
O	12.233	2.306	22.627	0.642	-0.133	-0.131
O	4.007	11.635	27.243	0.045	0.449	-0.133
O	1.423	7.3	26.653	0.031	-0.355	-0.298
O	1.185	1.318	25.251	-0.274	-0.552	-0.091
O	12.637	4.246	24.327	0.084	0.106	-0.18
O	13.143	5.553	26.536	-0.424	0.436	0.31
O	11.341	12.517	22.407	0.231	-0.118	0.198
O	6.145	8.379	30.091	0.495	-0.211	-0.45
O	13.277	10.962	26.334	-0.289	-0.329	-0.01
O	7.973	3.58	27.03	-0.066	0.412	0.325
O	12.79	11.222	29.015	0.393	-0.224	-0.082
O	2.334	9.726	26.456	0.425	-0.191	0.087
O	9.222	3.674	29.283	-0.168	0.316	-0.187
O	3.772	2.395	19.311	0.133	-0.283	0.183
O	4.574	3.84	27.7	0.095	-0.185	0.509
O	13.527	6.796	24.2	0.572	0.032	0.005
O	2.254	5.635	24.244	0.374	-0.113	0.307
O	11.171	3.655	31.065	-0.048	-0.151	0.189
O	13.121	3.4	29.283	0.129	0.166	-0.208
O	8.868	13.281	23.03	0.035	-0.041	-0.462
O	7.102	14.846	27.155	0.115	0.026	-0.531
O	0.07	5.526	27.995	-0.356	0.141	0.488
O	8.918	12.434	31.733	-0.404	0.094	-0.436
O	3.763	13.244	22.38	-0.019	0.058	0.433
O	5.367	6.552	23.683	-0.188	-0.382	-0.149
O	0.516	16.318	22.713	0.098	-0.086	0.314
O	0.639	6.483	22.426	-0.043	-0.35	0.206
O	9.488	8.372	24.262	0.138	-0.133	0.567
O	12.618	11.606	20.218	-0.16	-0.492	0.22
O	2.769	5.649	28.082	0.066	-0.54	0.164
O	9.698	1.696	22.735	0.035	-0.119	0.014
O	9.114	13.172	26.976	-0.036	-0.081	0.214
O	10.788	15.207	26.572	-0.103	0.101	0.012

Results
total energy: -103865.053 eV
total energy less fixed offsets of O -438.35, Si -107.03 eV per atom: 0.357 eV
